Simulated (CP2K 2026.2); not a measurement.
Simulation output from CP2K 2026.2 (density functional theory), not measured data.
Periodic cell of 504 atoms, Si360O144, from a study of silicon, its oxide and their interface. The atomic structure is a simulated model.
Doubt: the forces sum to 2.82 eV/angstrom along one axis rather than to zero, so they err by at least 0.0056 eV/angstrom per atom on average; the grid cutoff is modest.

Settings: functional PBE; method Gaussian and plane waves; basis set DZVP-MOLOPT-SR-GTH; pseudopotentials GTH-PBE; grid cutoff 300 Ry, relative cutoff 40 Ry; k points Gamma only; occupations fixed; spin none; net charge 0.

Cell vectors (angstrom)
a 16.32 0 0
b 0 16.32 0
c 2.1872 -6.578 34.8275

Atoms and the computed forces on them: element, x, y, z (angstrom), force x, y, z (eV/angstrom)
Si 1.6 -1.654 0.073 -0.101 0.186 0.799
Si 4.371 1.043 0.083 -0.05 0.155 0.799
Si 1.064 4.274 0.053 0.193 -0.074 0.743
Si 3.775 7.155 0.09 0.069 -0.191 0.772
Si 1.497 -7.084 0.27 0.037 0.132 0.724
Si 3.83 -3.847 0.036 0.21 -0.138 0.788
Si 6.671 -1.068 -0.03 0.055 -0.258 0.759
Si 9.343 1.696 0.178 0.108 -0.237 0.741
Si 7.098 3.932 -0.056 -0.326 0.222 0.709
Si 9.226 7.218 0.022 0.148 -0.299 0.778
Si 6.933 9.376 0.119 -0.127 0.203 0.763
Si -6.492 -4.318 0.095 -0.199 0.054 0.778
Si -3.844 -1.658 0.004 -0.045 0.129 0.714
Si -1.657 1.546 0.112 0.142 -0.039 0.727
Si -3.847 3.784 -0.027 -0.121 0.185 0.678
Si -1.073 6.523 0.135 -0.114 0.073 0.772
Si -4.353 -6.577 0.073 0.202 -0.052 0.76
Si -1.569 -3.857 -0.076 0.113 -0.182 0.734
Si 2.762 -0.067 1.375 0.013 -0.008 -0.059
Si 5.485 2.753 1.253 0.013 -0.004 -0.043
Si 2.686 5.45 1.323 -0.006 0.001 -0.072
Si 5.38 8.214 1.421 0.023 0.006 -0.04
Si 2.702 -5.421 1.393 0 0.017 -0.032
Si 5.474 -2.682 1.274 -0.016 0.015 -0.045
Si 8.198 0.032 1.361 -0.017 0.009 -0.058
Si -5.392 2.786 1.451 0.022 0.003 -0.041
Si 8.174 5.52 1.298 0.002 0.042 -0.053
Si -5.491 8.212 1.406 0.007 0.009 -0.067
Si 8.18 10.906 1.375 0.008 -0.004 -0.049
Si -5.358 -2.768 1.409 -0.007 -0.012 -0.063
Si -2.794 -0.035 1.376 0.001 -0.018 -0.025
Si -0.057 2.71 1.383 -0.022 0.017 -0.037
Si -2.731 5.382 1.32 0.026 -0.017 -0.054
Si 0.023 8.027 1.563 -0.005 -0.014 -0.042
Si -2.698 -5.436 1.294 -0.002 0.017 -0.031
Si -0.019 -2.763 1.343 0.002 0.018 -0.031
Si 1.372 1.343 2.67 0.002 -0.004 -0.005
Si 4.087 4.074 2.627 -0.005 -0.001 0.023
Si 1.402 6.707 2.861 0.007 -0.017 0.042
Si 4.071 9.582 2.783 -0.004 0.003 0.021
Si 1.311 -4.107 2.746 0.006 -0.011 0.026
Si 4.118 -1.395 2.744 0.017 -0.001 0.035
Si 6.823 1.411 2.703 -0.016 -0.011 0.033
Si 9.542 4.189 2.721 -0.029 -0.004 0.014
Si 6.761 6.795 2.706 0.015 -0.003 0.011
Si 9.49 9.543 2.79 0 0.018 0.038
Si 6.802 12.28 2.678 -0.019 -0.01 0.014
Si -6.775 -1.373 2.687 -0.001 0.003 0
Si -4.121 1.318 2.77 -0.003 0.011 0.028
Si -1.401 4.054 2.767 -0.005 0.012 0.047
Si -4.091 6.79 2.662 0.021 0.002 0.008
Si -1.381 -6.812 2.708 0.002 0.009 0.006
Si -4.011 -4.112 2.769 0.006 -0.024 0.027
Si -1.346 -1.351 2.701 0.004 0.002 0.022
Si 0.017 0.002 4.061 -0.017 -0.013 -0.004
Si 2.733 2.716 4.021 0 0.023 0.001
Si -0.02 5.38 4.149 -0.011 0 -0.008
Si 2.739 8.164 4.129 -0.011 -0.014 -0.02
Si -0.025 -5.471 4.1 0.001 0.012 0
Si 2.714 -2.741 4.079 0.014 -0.002 -0.013
Si 5.463 0.023 4.066 -0.007 0.006 -0.02
Si 8.185 2.767 4.056 0.01 -0.005 -0.006
Si 5.421 5.418 4.051 0.003 -0.006 0.001
Si 8.123 8.154 4.093 0 0 -0.017
Si 5.461 10.927 4.091 0.002 0.005 -0.002
Si 8.167 -2.706 4.054 0.001 -0.009 -0.005
Si -5.474 -0.024 4.109 0.016 0.007 0.006
Si -2.74 2.681 4.111 0.001 0.013 -0.007
Si -5.425 5.489 4.1 -0.004 -0.008 0.012
Si -2.746 8.15 4.054 -0.003 -0.006 -0.003
Si -5.425 -5.44 4.116 0.005 0.011 -0.01
Si -2.68 -2.714 4.098 -0.003 -0.01 -0.018
Si 1.387 -1.349 16.337 0.003 0.005 -0.004
Si 4.098 1.338 16.362 0.005 0.005 -0.002
Si 1.386 4.079 16.292 0.002 0.004 -0.013
Si 4.108 6.789 16.312 -0.009 0.003 -0.006
Si 1.361 -6.778 16.27 -0.001 -0.007 -0.015
Si 4.069 -4.074 16.313 -0.008 -0.003 -0.01
Si 6.8 -1.343 16.324 0.012 0.004 -0.01
Si -6.806 1.368 16.332 0.011 -0.005 -0.012
Si 6.795 4.075 16.368 -0.009 0.005 -0.001
Si -6.834 6.77 16.339 -0.008 -0.005 -0.006
Si 6.787 9.508 16.326 -0.006 0 -0.008
Si -6.803 -4.092 16.325 -0.002 -0.002 -0.004
Si -4.079 -1.369 16.304 0.01 0 -0.01
Si -1.344 1.344 16.297 -0.007 0.01 -0.011
Si -4.1 4.099 16.292 0.003 -0.003 -0.014
Si -1.363 6.817 16.291 0 -0.006 -0.008
Si -4.081 9.543 16.32 0.007 -0.005 -0.006
Si -1.367 -4.077 16.308 0.006 0.001 -0.004
Si 2.74 -0.008 17.753 -0.002 -0.008 -0.001
Si 5.454 2.693 17.733 0.003 -0.007 0.023
Si 2.729 5.45 17.653 0.009 -0.013 0.017
Si 5.463 8.124 17.704 -0.002 0.009 0.003
Si 2.739 -5.479 17.655 -0.009 0.005 0.02
Si 5.398 -2.675 17.66 -0.008 -0.015 -0.001
Si 8.171 -0.004 17.697 -0.015 0.006 0.017
Si -5.469 2.773 17.67 0.011 0.003 -0.002
Si 8.145 5.417 17.766 0.01 -0.002 0.009
Si -5.473 8.174 17.629 -0.002 0.013 0.011
Si 8.121 10.889 17.676 0.016 -0.009 0.01
Si -5.412 -2.75 17.669 -0.006 -0.002 -0.006
Si -2.729 0.006 17.646 0.003 -0.003 0.026
Si 0.068 2.673 17.63 0.002 -0.002 -0.01
Si -2.715 5.437 17.63 -0.008 0.005 0.01
Si -0.034 -8.085 17.618 -0.003 0.001 -0.009
Si -2.727 -5.41 17.702 0.003 0.002 0.017
Si 0.02 -2.734 17.647 0.007 -0.002 0.01
Si 1.369 1.353 19.107 -0.003 0.015 -0.002
Si 4.016 4.037 19.041 0.001 -0.005 -0.033
Si 1.373 6.915 18.907 0.001 0.009 -0.035
Si 4.098 -6.837 19.04 -0.005 -0.009 -0.022
Si 1.383 -4.119 18.992 -0.006 0.009 -0.028
Si 4.102 -1.365 19.135 0 0.003 0.009
Si 6.858 1.35 19.115 -0.001 0.012 -0.021
Si -6.817 4.047 19.144 -0.011 -0.01 0.004
Si 6.78 6.777 19.139 -0.013 0.005 -0.006
Si -6.854 9.496 19.011 -0.011 -0.004 -0.024
Si 6.733 -4.035 18.989 0.004 -0.013 -0.019
Si 9.561 -1.39 19.002 -0.003 0.001 -0.013
Si -4.075 1.431 18.968 0.022 0.005 -0.017
Si -1.292 4.05 18.906 -0.012 0.008 -0.035
Si -4.086 6.83 18.948 0.016 -0.008 -0.046
Si -1.354 -6.749 19.059 0.009 -0.006 -0.008
Si -4.094 -4.086 19.101 -0.001 0.009 -0.01
Si -1.361 -1.375 18.972 -0.007 -0.017 -0.036
Si -0.011 -0.067 20.381 0.012 -0.027 0.055
Si 2.667 2.738 20.522 0.022 0.012 0.041
Si 0.021 5.526 20.15 0.004 0.002 0.04
Si 2.684 8.173 20.401 0.006 0.015 0.038
Si 0.037 -5.412 20.431 0.01 0.007 0.054
Si 2.741 -2.824 20.405 -0.011 -0.006 0.051
Si 5.482 0.01 20.498 0.007 0.019 0.036
Si 8.224 2.643 20.6 -0.014 -0.011 0.044
Si 5.37 5.364 20.415 -0.001 -0.019 0.044
Si 8.156 8.165 20.483 0.006 0.014 0.041
Si 5.428 -5.424 20.368 -0.006 -0.001 0.045
Si 8.127 -2.712 20.325 0.011 0.006 0.026
Si -5.41 0.042 20.297 -0.009 -0.011 0.041
Si -2.611 2.713 20.3 -0.004 -0.029 0.044
Si -5.416 5.496 20.355 -0.011 0.016 0.055
Si -2.774 -8.109 20.334 -0.032 0.023 0.055
Si -5.523 -5.47 20.395 -0.015 -0.003 0.043
Si -2.685 -2.697 20.399 0.015 -0.008 0.046
Si 1.133 -1.688 21.644 0.059 0.086 -0.767
Si 4.307 1.593 21.807 -0.13 -0.131 -0.796
Si 1.423 4.44 21.637 0.042 -0.256 -0.687
Si 3.745 6.513 21.673 0.139 0.066 -0.773
Si 1.607 -6.544 21.781 -0.136 -0.161 -0.779
Si 3.89 -4.371 21.799 0.086 0.203 -0.729
Si 7.101 -1.173 21.766 -0.237 -0.049 -0.73
Si -6.882 0.97 21.876 0.01 0.345 -0.676
Si 6.525 3.805 21.759 0.126 0.109 -0.794
Si -6.531 7.022 21.758 -0.173 -0.086 -0.748
Si 6.974 -6.521 21.726 -0.038 -0.233 -0.716
Si 9.177 -4.314 21.649 0.172 0.026 -0.749
Si -3.814 -1.026 21.594 0.024 -0.187 -0.748
Si -1.541 1.109 21.701 0.098 0.17 -0.741
Si -3.701 4.397 21.476 -0.153 -0.101 -0.758
Si -1.52 6.639 21.491 0.07 0.188 -0.761
Si -4.373 -7.041 21.697 0.113 0.129 -0.759
Si -1.116 -3.831 21.735 -0.165 -0.125 -0.748
Si -4.678 -0.851 -2.914 -0.009 0.001 0.115
Si 1.8 1.495 -4.024 0.005 -0.03 -0.016
Si 5.749 -5.06 -2.066 -0.059 -0.018 0.237
Si 6.71 -2.787 26.794 0.05 -0.022 -0.046
Si -4.644 5.475 26.53 -0.034 0.068 -0.016
Si 0.022 -0.019 -2.087 -0.029 -0.095 0.14
Si 5.643 -7.833 -6.863 0.117 0.005 -0.053
Si -0.444 3.079 23.825 -0.13 0.009 -0.069
Si -5.144 -5.181 -5.824 -0.008 -0.101 0.045
Si 5.339 -2.588 23.977 -0.009 -0.028 -0.133
Si 3.112 -3.623 -6.192 0.04 -0.053 0.026
Si -5.751 7.981 -5.422 -0.053 0.036 0.031
Si -1.942 -6.706 25.996 -0.014 -0.06 -0.127
Si 4.359 7.728 26.569 -0.02 0.014 -0.026
Si 1.846 6.527 -4.258 0.026 0.007 -0.071
Si -3.345 6.383 -4.46 -0.003 -0.102 0.146
Si -6.516 -1.409 -7.36 -0.067 0.059 0.034
Si 0.507 -5.325 -6.366 0.043 0 -0.14
Si 1.315 7.268 26.36 -0.042 -0.054 0.124
Si -2.218 -4.717 -6.631 -0.044 0.072 -0.024
Si 7.529 2.341 -4.435 -0.058 -0.102 0.011
Si 3.239 6.572 -7.084 -0.043 -0.108 0.077
Si 4.458 -5.969 -4.728 -0.11 0.042 -0.048
Si -6.404 1.534 -2.805 -0.07 0.15 0.08
Si -8.058 6.93 -7.376 0.043 0.007 -0.05
Si 6.863 5.052 -3.085 0.058 -0.152 0.167
Si 2.515 0.297 26.732 0.071 0.016 0.028
Si -6.284 -2.759 -4.456 -0.02 0 -0.014
Si -0.361 -5.874 -2.055 -0.106 0.065 0.171
Si 5.358 1.359 -6.278 0.063 0.106 0.065
Si 5.576 7.957 23.806 0.002 -0.017 -0.192
Si -1.93 -0.019 -4.159 0.013 0.013 -0.056
Si 8.157 1.351 -7.159 0.051 -0.104 0.029
Si -5.33 -2.784 23.688 0.031 -0.1 -0.14
Si -2.561 -8.021 -2.051 0.027 -0.014 0.134
Si 8.086 -2.888 -2.088 0.048 0.023 0.108
Si 1.127 3.024 26.531 0.007 0.066 -0.1
Si -4.952 4.267 -2.974 0.113 -0.07 0.16
Si -5.663 1.845 24.705 0.013 -0.043 -0.098
Si 3.085 -0.734 -5.789 -0.083 -0.008 -0.056
Si -1.769 0.116 -7.074 -0.021 -0.046 0.118
Si -6.421 -2.452 26.472 0 -0.115 0.054
Si -6.923 6.591 -2.974 0.051 0.035 0.155
Si 7.845 5.754 23.868 0.035 -0.017 -0.235
Si -0.67 5.354 -5.637 0.055 0.042 0.078
Si -3.121 -5.056 23.811 0.031 -0.003 -0.24
Si 3.008 2.934 -1.92 -0.057 0.023 0.099
Si -3.494 3.726 24.341 0.112 -0.023 -0.039
Si -0.684 2.29 -5.472 -0.023 -0.083 0.086
Si -7.247 4.042 26.019 0.064 -0.037 -0.032
Si -0.04 8.116 23.9 0.011 0.061 -0.098
Si 3.045 -0.411 23.855 0.134 -0.042 -0.203
Si 1.536 -6.818 -4.154 -0.075 -0.067 0.034
Si 4.15 5.559 -2.431 -0.058 0.096 0.008
Si 1.368 -1.36 5.429 0.012 -0.002 0.004
Si 4.081 1.366 5.413 -0.001 -0.002 0.002
Si 1.376 4.032 5.45 -0.01 -0.007 0.009
Si 4.1 6.789 5.45 0.001 0.004 0.008
Si 1.348 9.508 5.462 0.001 -0.006 0.011
Si 4.078 12.247 5.453 -0.011 -0.005 0.011
Si 6.815 -1.344 5.425 0 0.007 0.002
Si 9.508 1.377 5.436 -0.018 0.003 0.01
Si 6.797 4.084 5.423 -0.001 0.012 0.012
Si 9.511 6.821 5.452 0.002 0.01 0.012
Si 6.793 9.535 5.448 -0.002 -0.001 0.013
Si 9.521 -4.063 5.436 -0.007 -0.006 0.006
Si -4.076 -1.37 5.444 0.005 0 0.011
Si -1.347 1.343 5.445 -0.001 0.001 0.01
Si -4.089 4.08 5.443 0.005 -0.013 0.01
Si -1.378 6.8 5.44 0.01 0.005 0
Si -4.084 -6.822 5.455 -0.001 0.009 0.005
Si -1.35 -4.086 5.463 0.001 0.002 0.004
Si 2.727 0.005 6.786 -0.009 0.003 0.002
Si 5.439 2.721 6.785 0.002 0.002 0.001
Si 2.722 5.429 6.795 -0.002 -0.003 -0.005
Si 5.446 8.161 6.808 0.003 -0.003 0
Si 2.72 10.876 6.806 0.008 -0.006 0.003
Si 5.448 -2.703 6.791 -0.007 0 -0.004
Si 8.158 0.012 6.8 0.001 0.01 0.004
Si 10.875 2.722 6.803 0.003 0.006 0.001
Si 8.155 5.441 6.795 0.003 -0.003 0.003
Si 10.87 -8.156 6.823 -0.003 -0.002 0.006
Si 8.165 -5.431 6.799 0.001 -0.002 -0.003
Si 10.879 -2.717 6.806 0.003 0.006 -0.001
Si -2.717 -0.008 6.802 0.006 -0.002 -0.002
Si 0.01 2.694 6.815 0.015 -0.006 0.004
Si -2.727 5.437 6.805 -0.004 0.001 -0.006
Si -0.014 8.149 6.811 -0.006 0.006 0.003
Si -2.723 -5.449 6.807 0.002 -0.001 0.003
Si 0.015 -2.719 6.805 0.002 -0.005 0.001
Si 1.369 1.345 8.168 -0.012 0.002 0.003
Si 4.084 4.076 8.156 -0.004 0.006 -0.004
Si 1.357 6.788 8.157 -0.003 -0.002 -0.001
Si 4.078 9.514 8.165 -0.012 -0.011 -0.001
Si 1.369 -4.079 8.167 0.008 0.005 -0.002
Si 4.086 -1.351 8.152 0.005 0.005 0
Si 6.794 1.364 8.156 -0.004 -0.011 0.004
Si 9.513 4.08 8.158 -0.007 -0.008 -0.003
Si 6.806 6.803 8.163 0.005 0.012 -0.003
Si 9.515 -6.789 8.171 0.007 0.005 0.001
Si 6.8 -4.072 8.154 0.005 0.001 -0.007
Si 9.522 -1.35 8.16 0.005 0 -0.004
Si -4.076 1.362 8.158 0.006 0.006 -0.007
Si -1.355 4.075 8.157 0.007 0.005 -0.007
Si -4.087 6.793 8.169 0 -0.007 -0.007
Si -1.363 -6.804 8.169 0.002 0 -0.004
Si -4.086 -4.084 8.162 -0.006 -0.008 -0.005
Si -1.356 -1.365 8.163 -0.003 0.001 -0.006
Si 0.002 -0.005 9.524 0.014 -0.004 0
Si 2.726 2.716 9.519 -0.005 -0.006 -0.001
Si 0.001 5.432 9.523 -0.001 -0.001 0.002
Si 2.716 8.153 9.519 -0.001 -0.002 0.003
Si 0.002 -5.441 9.52 -0.009 -0.001 -0.004
Si 2.731 -2.716 9.517 0 0.001 -0.003
Si 5.441 0.002 9.52 -0.007 0.006 0
Si 8.158 2.718 9.517 -0.002 0.009 -0.003
Si 5.441 5.441 9.515 0.005 -0.001 -0.005
Si 8.159 -8.156 9.525 0.007 -0.005 0
Si 5.443 -5.439 9.516 -0.003 -0.001 -0.002
Si 8.16 -2.715 9.518 0.001 0.003 0.001
Si -5.437 0.005 9.521 -0.001 -0.001 0.002
Si -2.718 2.72 9.522 0.003 0.001 0
Si -5.446 5.434 9.524 0.001 0.003 -0.002
Si -2.724 -8.164 9.526 -0.003 0.006 -0.003
Si -5.445 -5.434 9.529 0.002 0.003 -0.003
Si -2.722 -2.723 9.517 0.002 -0.007 -0.006
Si 1.368 -1.359 10.876 -0.013 0.002 0.002
Si 4.085 1.36 10.88 0.002 0 0.004
Si 1.365 4.073 10.882 0.005 0.002 0.002
Si 4.08 6.795 10.879 -0.004 -0.002 0
Si 1.361 9.518 10.879 -0.001 0.004 -0.002
Si 4.087 -4.079 10.879 0 0.005 0.005
Si 6.801 -1.357 10.881 -0.004 0 0.002
Si 9.518 1.36 10.881 0 0.002 -0.002
Si 6.8 4.081 10.873 0 -0.004 0
Si 9.517 -9.52 10.88 0.003 -0.002 -0.001
Si 6.798 -6.798 10.883 0.004 -0.003 0
Si 9.515 -4.075 10.886 0.01 -0.007 0.001
Si -4.078 -1.358 10.879 0 0 -0.002
Si -1.355 1.361 10.884 0.003 -0.001 -0.003
Si -4.084 4.077 10.884 0 0.007 -0.003
Si -1.36 6.795 10.882 -0.002 0 -0.002
Si -4.085 -6.8 10.879 -0.004 0 0.002
Si -1.362 -4.082 10.873 0.004 0.001 0
Si 2.727 -0.001 12.239 -0.002 -0.001 0.002
Si 5.448 2.72 12.234 0.003 0.008 0
Si 2.729 5.429 12.242 -0.005 -0.002 0.003
Si 5.437 8.158 12.239 -0.002 0.002 0.003
Si 2.721 10.882 12.236 -0.004 -0.005 0.005
Si 5.447 -2.722 12.243 -0.001 -0.004 0.002
Si 8.157 0.004 12.245 0.002 -0.002 0.004
Si 10.876 2.717 12.245 -0.002 -0.003 0.004
Si 8.157 5.438 12.235 0.004 0.003 -0.004
Si 10.872 -8.156 12.236 0.006 -0.005 -0.004
Si 8.159 -5.441 12.248 -0.003 0.006 0.006
Si 10.876 -2.711 12.24 -0.002 0.005 0.002
Si -2.717 0.001 12.241 0.003 0.002 0.001
Si 0.007 2.718 12.248 -0.001 0.002 0.003
Si -2.727 5.442 12.244 -0.002 -0.003 0.003
Si 0.002 8.157 12.238 -0.006 0 0.003
Si -2.724 -5.438 12.232 0.002 -0.003 0
Si 0.001 -2.718 12.222 0.01 -0.001 -0.005
Si 1.377 1.36 13.606 0 0 0.003
Si 4.098 4.071 13.602 0.006 -0.013 -0.002
Si 1.368 6.794 13.592 0.015 -0.008 0
Si 4.079 9.521 13.597 -0.007 0.007 0.006
Si 1.358 -4.065 13.584 -0.021 0.015 -0.001
Si 4.088 -1.36 13.6 -0.003 -0.004 0
Si 6.799 1.368 13.607 -0.007 0.011 0.001
Si 9.507 4.075 13.6 -0.003 0.008 0.002
Si 6.799 6.795 13.596 0.003 -0.004 -0.001
Si 9.515 -6.808 13.609 0.008 -0.016 0.005
Si 6.803 -4.08 13.611 0.005 -0.008 0.006
Si 9.515 -1.356 13.606 -0.002 0.006 0.006
Si -4.081 1.356 13.603 0.008 -0.004 0.006
Si -1.363 4.081 13.599 -0.007 0.007 0
Si -4.093 6.809 13.596 -0.009 0.011 -0.001
Si -1.363 9.522 13.587 0.003 -0.001 0.006
Si -4.084 -4.076 13.591 0.006 0.001 0.001
Si -1.348 -1.362 13.59 0.006 -0.009 -0.004
Si 0.02 -0.012 14.952 0.003 0.001 0.001
Si 2.755 2.706 14.969 0.005 0.008 0
Si 0.005 5.44 14.951 -0.004 -0.002 -0.003
Si 2.729 8.149 14.955 -0.003 -0.003 -0.002
Si -0.007 -5.423 14.931 0.005 -0.003 -0.005
Si 2.718 -2.714 14.953 -0.001 -0.005 -0.003
Si 5.441 0.004 14.962 -0.003 -0.006 -0.004
Si 8.15 2.727 14.98 0.004 -0.001 0.002
Si 5.46 5.426 14.964 0.001 0.007 -0.003
Si 8.148 8.147 14.968 -0.003 -0.001 0.002
Si 5.436 10.879 14.965 0 -0.002 -0.005
Si 8.16 -2.716 14.974 -0.003 -0.005 -0.008
Si -5.448 0.004 14.967 -0.004 -0.002 -0.007
Si -2.721 2.719 14.961 -0.005 0.002 -0.005
Si -5.464 5.45 14.946 0.006 -0.003 -0.002
Si -2.733 8.175 14.948 0.002 -0.005 0
Si -5.443 -5.434 14.952 0.003 0.006 0
Si -2.716 -2.717 14.943 0.002 0.004 -0.003
O -6.758 7.521 -6.61 0.085 -0.245 0.057
O 5.416 2.709 22.288 -0.222 -0.208 0.453
O -8.114 2.766 -0.28 0.292 0.04 -0.235
O 2.581 5.47 22.203 -0.075 0.144 0.372
O 3.092 -6.441 -4.021 0.12 0.108 0.58
O -2.597 5.508 21.96 -0.038 -0.035 0.321
O -3.705 -6.324 22.994 -0.04 -0.229 0.416
O -6.233 5.179 -3.318 -0.214 -0.239 -0.582
O 0.913 -7.143 23.131 0.001 -0.088 0.289
O 2.631 -8.081 -0.373 -0.257 -0.106 -0.404
O -0.763 -0.748 -3.301 0.202 -0.496 -0.218
O -6.547 -3.518 22.93 -0.028 0.106 0.506
O -8.051 -0.126 22.264 0.195 -0.083 0.628
O 7.811 6.355 -3.141 -0.386 0.463 -0.278
O 4.901 -7.938 25.204 0.069 0.531 -0.03
O -2.68 -2.716 -0.497 0.233 -0.004 -0.138
O -0.006 5.415 -0.451 -0.257 0.228 -0.596
O -7.626 -2.575 -3.552 -0.444 0.089 -0.173
O -6.48 6.88 -1.445 0.503 0.006 -0.167
O -6.239 1.326 -1.214 0.371 -0.513 0.088
O 2.767 -5.481 22.271 -0.121 0.003 0.745
O 1.632 3.479 -1.255 -0.214 -0.043 -0.329
O -8.078 5.236 25.335 -0.326 0.349 0.491
O 5.436 -5.455 -3.576 0.305 0.049 -0.32
O -7.325 0.004 -7.492 -0.05 0.049 -0.343
O 6.816 4.502 -1.556 -0.26 -0.076 -0.219
O 2.246 -0.017 25.184 -0.702 -0.115 -0.11
O 4.632 -3.79 23.139 0.042 -0.406 0.176
O 7.36 3.922 -4.129 0.112 0.289 -0.222
O 4.477 6.654 -1.292 0.215 0.318 -0.297
O 5.508 -0.001 -0.488 -0.139 -0.003 -0.065
O 4.415 7.22 22.968 -0.078 -0.031 0.183
O -2.719 0.062 22.17 0.102 0.039 0.592
O 3.559 1.608 -1.203 -0.332 -0.514 -0.408
O -1.865 3.698 24.335 0.127 0.217 0.27
O 6.526 -1.929 23.092 0.254 0.032 0.563
O -4.519 4.347 -1.407 -0.366 0.212 0.17
O -4.175 3.732 22.873 -0.569 -0.046 -0.052
O 1.596 -4.182 -6.046 -0.125 0.024 0.356
O -6.018 1.25 23.239 0.376 -0.2 0.052
O -2.799 -5.536 25.308 -0.154 0.34 0.465
O 6.589 0.962 -7.252 -0.055 -0.329 -0.433
O 2.147 -0.847 -7.117 -0.261 0.476 -0.209
O 0.364 4.05 22.817 -0.295 0.026 0.298
O -2.336 -6.086 -7.513 -0.663 -0.414 -0.131
O 6.943 7.547 -6.659 -0.073 -0.292 0.177
O 5.966 -3.118 25.377 -0.162 -0.475 -0.028
O -3.301 -0.187 -3.377 0.102 0.29 0.43
O -1.712 7.278 -1.145 0.147 0.011 0.056
O -6.018 -4.332 -4.753 -0.17 -0.479 0.534
O -5.928 -2.079 24.991 -0.334 0.382 -0.156
O -7.039 -3.522 -1.209 0.071 0.383 -0.24
O -5.762 -3.924 26.725 0.425 -0.088 -0.095
O 0.854 7.134 24.817 0.014 -0.65 -0.331
O -5.425 8.139 22.248 0.148 -0.08 0.43
O -7.83 1.932 -5.678 0.577 0.134 0.07
O -7.98 1.728 -3.165 -0.386 -0.183 0.346
O 0.662 -5.756 -3.297 0.137 0.469 -0.187
O -5.701 -4.773 -7.274 0.17 -0.233 -0.079
O -0.194 5.691 -7.138 0.223 -0.199 -0.398
O 5.366 5.533 -3.488 -0.059 0.224 -0.653
O -0.547 -8.137 -7.735 -0.297 -0.176 0.645
O -8.09 5.299 -7.348 0.415 -0.345 0.668
O -3.182 7.47 -3.273 -0.328 0.287 0.127
O 4.085 4.11 -1.712 0.297 -0.046 0.526
O 2.704 -2.754 -0.432 -0.109 0.165 -0.548
O 6.884 -3.939 -2.134 -0.204 -0.058 -0.145
O -1.793 -4.504 23.062 0.112 -0.235 0.198
O 2.88 2.578 -3.497 0.144 0.182 -0.647
O 0.886 2.235 -5.115 0.033 0.286 -0.249
O -4.598 -1.074 -1.314 -0.482 0.159 0.036
O 3.334 -2.272 -5.299 0.084 -0.027 0.607
O 1.932 -1.051 22.895 -0.151 0.052 0.276
O 4.477 2.546 -6.974 -0.598 0.09 0.225
O -0.946 -4.473 -1.47 0.178 0.258 -0.516
O 7.153 4.539 23.064 0.12 -0.179 0.018
O -4.202 -3.889 23.956 -0.096 -0.042 0.424
O 0.004 -2.734 22.23 0.144 -0.026 0.251
O -5.916 0.784 25.891 -0.01 -0.171 -0.091
O 8.028 -8.056 -0.343 -0.013 -0.135 -0.515
O 2.829 6.703 -5.526 0.274 0.068 0.054
O -3.782 -7.358 -1.232 -0.3 -0.303 -0.138
O 4.215 -1.457 24.232 0.151 -0.022 0.415
O -4.652 -1.596 22.854 0.123 0.205 0.128
O 4.428 7.598 -7.446 -0.012 -0.168 -0.259
O 4.121 0.432 26.893 0.204 0.37 -0.147
O 4.423 -4.493 -1.336 -0.185 -0.001 -0.299
O -2.871 -7.736 26.818 0.323 -0.229 0.244
O -7.164 6.29 23.072 0.181 -0.239 0.253
O 4.161 -4.769 -5.784 0.373 -0.052 -0.089
O -0.904 1.459 -6.843 0.419 0.31 -0.667
O -0.908 -4.885 -5.682 0.047 -0.097 0.863
O -1.85 -3.425 -7.572 -0.231 0.148 -0.107
O 1.065 -6.688 -5.697 0.178 -0.544 -0.33
O 0.561 5.619 -4.617 -0.09 -0.376 0.193
O -6.019 4.683 26.856 -0.093 0.056 0.384
O 8.082 -5.406 22.218 0.166 0.137 0.29
O 6.154 -7.064 23.035 -0.013 0.079 0.258
O 5.182 -7.203 -5.456 0.18 -0.412 0.033
O -8.038 -2.481 26.543 0.078 0.19 0.305
O -1.567 1.562 -4.315 -0.14 0.335 0.372
O -3.756 4.909 -3.876 0.136 -0.307 -0.396
O -6.46 7.773 -3.971 -0.119 0.402 0.194
O 0.885 -1.092 -1.273 0.193 -0.279 -0.559
O 5.959 -6.601 -7.857 -0.432 0.269 -0.109
O 2.911 7.008 26.427 0.05 -0.481 -0.07
O -5.864 0.138 -3.399 -0.183 -0.213 -0.612
O -1.128 3.815 -5.603 -0.474 0.019 -0.007
O 2.712 5.823 -3.098 -0.291 0 0.444
O 7.474 -1.565 -1.37 0.005 0.35 -0.526
O 6.28 -6.339 -1.24 -0.143 -0.18 -0.216
O -0.818 7.224 22.823 -0.107 -0.26 0.437
O -5.313 -6.776 -5.573 -0.108 0.104 0.052
O -1.944 6.248 -5.234 -0.034 0.268 0.036
O -4.046 5.056 25.085 0.005 0.393 -0.462
O -6.658 3.112 24.841 -0.295 0.133 -0.511
O -4.458 6.998 -5.466 0.179 -0.002 -0.627
O -1.048 0.735 -1.153 -0.221 0.017 -0.044
O -5.432 2.749 -3.303 0.189 -0.132 -0.44
O -0.808 1.705 23.037 0.011 -0.016 0.248
O -4.129 2.354 24.943 0.243 -0.362 0.546
O 0.51 -6.531 -0.879 -0.265 -0.106 -0.042
O 2.357 4.071 26.886 0.308 0.204 -0.379
O -2.024 -0.628 -5.651 0.012 -0.715 -0.123
O 3.687 0.9 23.148 0.142 0.117 0.224
O -1.12 -7.457 24.831 -0.176 -0.052 -0.112
O -1.578 -6.829 -2.519 -0.243 0.066 -0.421
O 4.465 0.034 -6.108 0.296 -0.148 -0.112
O 2.373 0.124 -4.634 -0.266 -0.119 0.14
O -3.595 -4.655 -5.789 0.097 0.352 0.441
O -4.945 7.07 26.64 -0.381 0.109 -0.15
O 3.749 5.067 -7.401 -0.134 -0.127 0.067
O 1.327 7.964 -3.71 -0.608 -0.143 0.277
O 0.624 2.83 25.013 0.331 -0.287 -0.12
O 6.04 1.785 -4.84 -0.308 0.243 0.512
O 1.16 -7.506 26.797 0.13 0.214 -0.139
O -2.736 2.65 -0.458 -0.168 -0.314 -0.491
O -4.977 -2.253 -3.645 0.488 -0.328 0.109
O -5.433 -5.453 -0.445 -0.163 0.074 -0.618
O 6.807 6.959 24.038 -0.011 0.165 0.459
O 0.985 1.108 -2.693 0.312 0.525 0.257
O -3.148 0.564 -7.762 -0.028 0.531 0.017
O -6.443 -1.883 -5.813 -0.057 0.087 -0.08
O 3.23 -3.152 -7.746 0.438 -0.396 -0.314

Results
total energy: -101658.983 eV
total energy less fixed offsets of O -438.25, Si -107.07 eV per atom: -5.783 eV
